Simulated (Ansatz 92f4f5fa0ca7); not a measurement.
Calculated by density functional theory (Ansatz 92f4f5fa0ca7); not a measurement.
Periodic cell of 213 atoms, Si132O80H1, from a study of silicon, its oxide and their interface. The atomic structure is a simulated model.
Doubt: the cutoff is far below the 930 eV that the study's wrapper takes by default for these files, so forces and energies are approximate.
This geometry differs little from another in the collection (a relaxation step or a small displacement).

Settings: functional PBE; potential files Ansatz PAW; basis plane waves; wave-function cutoff 580 eV; density cutoff ratio 5; exchange-correlation grid ratio 1; k mesh 1 x 1 x 1, Gamma-centred; self-consistency stop 5e-08 eV per atom in the density residual; occupations fixed; spin none; net charge +1 e, with a uniform compensating background and no finite-size correction.

Cell vectors (angstrom)
a, 10.938, 0, 0
b, 0, 10.938, 0
c, 0, 0, 31.7763

Atoms: element, x, y, z (angstrom)
Si, -0.3881, 0.3578, 24.3817
Si, 6.1803, -0.5592, 24.3636
Si, 2.1377, 3.3145, 24.441
Si, 8.6222, 2.0922, 24.3456
Si, 0.4872, 5.091, 24.2904
Si, 4.7493, 6.1139, 24.3542
Si, 3.0418, 7.9306, 24.5039
Si, 7.7697, 8.539, 24.3394
Si, 1.2822, 1.458, 25.6574
Si, 6.9308, 1.243, 25.7459
Si, 4.0343, 4.1781, 25.5715
Si, 9.5602, 4.0586, 25.4272
Si, 1.3727, 6.7949, 25.6957
Si, 6.7063, 6.8444, 25.5686
Si, 4.2133, 9.6369, 25.5869
Si, 9.5265, 9.5439, 25.603
Si, 2.7392, 0.0403, 26.9293
Si, 8.2605, -0.0759, 27.0956
Si, -0.0722, 2.796, 27.0145
Si, 5.4641, 2.7428, 26.9209
Si, 2.7392, 5.46, 27.0635
Si, 8.1755, 5.4488, 26.8692
Si, -0.0162, 8.2014, 26.9661
Si, 5.463, 8.2285, 27.0282
Si, 4.1018, 1.3673, 28.3581
Si, 9.5708, 1.3673, 28.3581
Si, 1.3673, 4.1018, 28.3581
Si, 6.8362, 4.1018, 28.3581
Si, 4.1018, 6.8362, 28.3581
Si, 9.5708, 6.8362, 28.3581
Si, 1.3673, 9.5708, 28.3581
Si, 6.8362, 9.5708, 28.3581
Si, 0, 0, 29.7253
Si, 5.469, 0, 29.7253
Si, 2.7345, 2.7345, 29.7253
Si, 8.2035, 2.7345, 29.7253
Si, 0, 5.469, 29.7253
Si, 5.469, 5.469, 29.7253
Si, 2.7345, 8.2035, 29.7253
Si, 8.2035, 8.2035, 29.7253
Si, 1.3673, 1.3673, 31.0926
Si, 6.8362, 1.3673, 31.0926
Si, 4.1018, 4.1018, 31.0926
Si, 9.5708, 4.1018, 31.0926
Si, 1.3673, 6.8362, 31.0926
Si, 6.8362, 6.8362, 31.0926
Si, 4.1018, 9.5708, 31.0926
Si, 9.5708, 9.5708, 31.0926
Si, 2.7345, 0, 0.6835
Si, 8.2035, 0, 0.6835
Si, 0, 2.7345, 0.6835
Si, 5.469, 2.7345, 0.6835
Si, 2.7345, 5.469, 0.6835
Si, 8.2035, 5.469, 0.6835
Si, 0, 8.2035, 0.6835
Si, 5.469, 8.2035, 0.6835
Si, 4.1018, 1.3673, 2.0507
Si, 9.5708, 1.3673, 2.0507
Si, 1.3673, 4.1018, 2.0507
Si, 6.8362, 4.1018, 2.0507
Si, 4.1018, 6.8362, 2.0507
Si, 9.5708, 6.8362, 2.0507
Si, 1.3673, 9.5708, 2.0507
Si, 6.8362, 9.5708, 2.0507
Si, 0, 0, 3.418
Si, 5.469, 0, 3.418
Si, 2.7345, 2.7345, 3.418
Si, 8.2035, 2.7345, 3.418
Si, 0, 5.469, 3.418
Si, 5.469, 5.469, 3.418
Si, 2.7345, 8.2035, 3.418
Si, 8.2035, 8.2035, 3.418
Si, 1.3966, 1.3357, 4.7391
Si, 6.798, 1.3806, 4.8643
Si, 4.1369, 4.0902, 4.7696
Si, 9.5592, 4.0943, 4.7876
Si, 1.3862, 6.8644, 4.8511
Si, 6.8062, 6.8573, 4.7121
Si, 4.0815, 9.6121, 4.905
Si, 9.6417, 9.5031, 4.6967
Si, 2.6454, 0.0662, 6.3287
Si, 8.2808, -0.085, 5.9986
Si, 0.0505, 2.7259, 6.0566
Si, 5.3615, 2.7372, 6.3347
Si, 2.8237, 5.4903, 6.1421
Si, 8.1606, 5.5019, 6.0776
Si, 0.0017, 8.2302, 6.2445
Si, 5.5553, 8.2107, 6.186
Si, 3.4149, 1.9688, 7.5811
Si, 10.0133, 0.9222, 7.1927
Si, 1.7513, 3.7752, 7.3068
Si, 6.2901, 4.7148, 7.2704
Si, 4.6222, 6.4235, 7.4115
Si, 9.2637, 7.0517, 7.4295
Si, 0.7409, 10.1234, 7.5308
Si, 7.5157, 9.027, 7.276
O, 0.7724, 9.85, 9.2001
O, 1.1757, 4.5177, 8.6816
O, 5.3672, -1.5195, 10.6595
O, 7.1179, 9.8279, 8.6829
O, 3.5329, 1.627, 9.2156
O, 4.6284, 6.617, 9.13
O, 6.5595, 4.8668, 9.1877
O, 9.8507, 6.0878, 8.7057
O, 2.4385, 2.9239, 22.8411
O, 6.2988, 10.8592, 22.7371
O, 7.6786, 2.2769, 22.9559
O, 0.3646, 5.6101, 22.7145
O, 2.3179, 8.6289, 23.15
O, 8.1762, 8.052, 22.7997
O, 4.8776, 5.7996, 22.7442
O, 11.3109, 10.5831, 23.0534
Si, 0.3504, 3.6486, 14.9904
Si, 6.9277, 11.2018, 14.099
Si, 3.897, 2.0495, 10.7485
Si, 3.3907, 1.7116, 22.3229
Si, 1.8806, 10.1028, 22.6001
Si, 4.885, 10.2003, 12.0168
Si, 13.3531, 11.2023, 19.9045
Si, 6.3733, 13.4494, 17.0639
Si, 9.6851, 3.4175, 19.7449
Si, 2.7355, 17.5707, 19.4407
Si, -1.4752, 13.3019, 16.9778
Si, 1.6039, 8.6253, 15.6533
Si, 1.132, 6.2642, 12.1936
Si, 10.4199, 11.5761, 19.1087
Si, 9.5872, 6.0516, 13.9996
Si, 5.4544, 14.1028, 14.3855
Si, 11.0131, 5.8614, 21.1229
Si, 6.3934, 12.4341, 22.279
Si, -0.9225, 2.0252, 10.0878
Si, 5.3497, 5.7404, 21.1989
Si, 5.9827, 6.3256, 9.9939
Si, 7.0317, 16.0061, 12.4886
Si, 2.547, 14.496, 12.9842
Si, 11.5916, 10.6253, 10.6461
Si, 8.8971, 10.9077, 11.8988
Si, 13.2088, 9.0412, 12.6225
Si, 6.6963, 3.2555, 20.0479
Si, 8.5775, 9.2373, 18.8641
Si, 8.1386, 7.415, 21.2935
Si, 6.5998, 3.4304, 10.1782
Si, 6.88, -1.7719, 10.1362
Si, 6.3031, 10.457, 17.0664
Si, -0.1268, 5.0232, 9.5169
Si, -0.936, 7.5501, 16.6329
Si, 1.4825, 5.8704, 16.834
Si, 3.5743, 9.3587, 17.8531
O, 8.4471, 11.1658, 13.4476
O, 7.9167, -1.1022, 11.1639
O, 10.3436, 10.2068, 11.6213
O, 2.4176, 5.6334, 18.1564
O, 9.5963, 6.6971, 21.009
O, 4.9263, 2.1108, 22.7184
O, 9.7307, 3.5304, 18.1018
O, -4.0029, 10.4595, 15.546
O, 3.068, 8.0786, 18.7353
O, 0.5308, 12.2454, 10.3196
O, 6.7951, 17.4343, 21.0969
O, 6.2341, 1.7552, 14.0577
O, 1.3883, 6.5981, 20.417
O, 3.5004, 10.6458, 18.8439
O, 9.2097, 17.8875, 15.3131
O, 7.0743, -3.4057, 9.8945
O, 14.0633, 12.4344, 20.7227
O, 13.6142, 13.7247, 11.5419
O, -0.9253, 3.6457, 9.9728
O, 6.0728, -0.6473, 13.0863
O, 10.8829, 17.6284, 13.2383
O, 4.1022, 6.2584, 20.2624
O, -3.0282, 13.3591, 16.4714
O, 2.0697, 7.0475, 15.8289
O, 5.9269, 5.9244, 11.5706
O, 4.3863, 0.7519, 11.5903
O, 6.5638, 1.7344, 20.6664
O, 8.2844, 16.9096, 12.9949
O, 1.1032, 11.6457, 19.0588
O, -0.0195, 17.2967, 17.2933
O, 7.5287, 3.8957, 11.429
O, 5.4467, 14.277, 16.0025
O, 2.9747, 11.2441, 23.0992
O, 10.7931, 4.4091, 20.3918
O, 8.9856, 8.094, 17.7635
O, 7.9177, 8.5652, 20.1733
O, 12.8866, 18.5681, 11.8841
O, 6.3575, 3.2991, 18.4669
O, 1.3542, 15.4289, 15.9722
O, 2.2055, 16.0858, 12.7355
O, 7.4698, 10.1881, 18.1565
O, 5.6126, 4.1913, 20.7954
O, 2.5906, 9.5511, 16.5563
O, -5.2081, 11.969, 17.2825
O, 9.3872, 1.4333, 8.679
O, 10.994, 8.7661, 16.165
O, 10.5179, 13.3957, 15.7556
O, 3.9339, 14.2143, 13.8043
O, -0.9874, 1.8374, 20.1379
O, 6.9678, 2.2457, 9.1706
O, 9.7867, 11.8589, 17.6368
O, -1.0832, 10.0902, 19.4522
O, 1.2651, 13.908, 13.8138
O, 12.8827, 10.0494, 20.9725
O, 10.0527, 15.4831, 14.3963
O, 1.617, 9.1243, 14.1019
O, 0.4016, 5.756, 10.8453
O, 8.205, 3.8361, 20.2814
O, 3.8613, 9.2239, 12.7914
O, -5.8244, 9.3447, 17.275
O, 5.0913, 3.1776, 10.6933
O, 1.9131, 10.2646, 11.5878
O, 6.2954, 4.4152, 13.7573
O, 8.9695, 1.4728, 11.2195
H, 7.8606, 1.9045, 8.9003

Results
free energy: -129429.898 eV
free energy less fixed offsets of H -15.97, O -568.88, Si -635.61 eV per atom: -3.008 eV

Forces (eV/angstrom), in the order of the atoms: element, x, y, z
Si, 0.004, -0.0008, 0.0034
Si, -0.0005, 0.0044, 0.0004
Si, 0.002, -0.0065, 0.0035
Si, -0.0043, -0.0002, 0.0019
Si, -0.0017, 0.0041, -0.0004
Si, 0.008, -0.0004, 0.0069
Si, -0.0048, 0.0026, 0.003
Si, 0.0007, -0.0074, 0.0012
Si, -0.0012, 0.0026, -0.0033
Si, 0.0023, -0.0012, -0.0048
Si, -0.005, 0.0019, -0.0065
Si, 0.0031, -0.0013, 0.0003
Si, -0.001, -0.0003, -0.0016
Si, -0.0022, 0.0024, -0.0048
Si, 0.0031, -0.0035, -0.0017
Si, -0.0017, 0.0017, -0.0034
Si, -0.003, 0.0009, 0.0028
Si, -0.0002, -0.0014, 0.0051
Si, 0.0009, -0.0006, -0.0014
Si, 0.0003, -0.0002, 0.0054
Si, 0.0009, -0.0008, 0.0062
Si, -0.0005, 0.0007, 0.0013
Si, 0.0007, 0.0008, 0.0014
Si, 0.0018, 0.0028, 0.0019
Si, -0.022, 0.178, -0.3869
Si, 0.0732, 0.1375, 0.476
Si, -0.2486, -0.0152, 0.3872
Si, 0.0484, -0.0311, -0.5759
Si, 0.0405, 0.1708, 0.3847
Si, -0.286, -0.213, -0.5497
Si, 0.1388, 0.0935, -0.4752
Si, -0.0104, -0.2954, 0.7026
Si, 0.0685, 0.1807, 0.0194
Si, 0.1016, -0.0435, -0.0099
Si, -0.096, -0.012, 0.0065
Si, -0.0067, -0.144, 0.0153
Si, 0.0672, -0.0765, 0.01
Si, -0.0063, 0.1027, -0.0005
Si, 0.0559, -0.048, 0.0239
Si, -0.1807, -0.0366, 0.0518
Si, 0.0682, -0.0838, 0.0233
Si, -0.0439, 0.0653, -0.0215
Si, 0.0091, -0.0083, -0.0105
Si, -0.0448, 0.0588, -0.0356
Si, -0.0806, 0.0417, -0.0193
Si, 0.0959, -0.0341, 0.0266
Si, -0.0456, 0.0735, -0.0279
Si, 0.0241, -0.0628, -0.0199
Si, 0.0191, -0.0498, 0.0222
Si, -0.0416, 0.0471, -0.0165
Si, -0.0274, 0.0284, -0.0013
Si, 0.0346, -0.0575, 0.0294
Si, -0.0289, 0.0535, -0.0102
Si, 0.0354, -0.0731, 0.023
Si, 0.0629, -0.0144, 0.0395
Si, -0.0273, 0.0072, -0.0044
Si, -0.0045, 0.0564, -0.0398
Si, -0.0312, -0.1201, 0.0395
Si, 0.0388, -0.0027, 0.0351
Si, -0.0174, 0.0562, -0.0434
Si, 0.0126, -0.0511, 0.0281
Si, -0.0821, 0.009, -0.0681
Si, 0.0181, 0.1426, -0.0644
Si, 0.0952, -0.0239, 0.03
Si, 0.3432, -0.1637, -0.5818
Si, -0.2616, 0.1404, 0.5918
Si, 0.2097, -0.0778, -0.2337
Si, -0.3309, -0.0968, 0.3286
Si, 0.0744, 0.235, 0.4021
Si, 0.0166, -0.1874, -0.4895
Si, 0.084, 0.2767, 0.5784
Si, 0.0889, -0.1297, -0.6174
Si, -0.0002, -0.0004, -0.0071
Si, 0.0014, 0.0034, -0.0001
Si, -0.0005, 0.0071, -0.0053
Si, 0.0022, -0.0045, 0.0002
Si, -0.0027, 0.004, -0.0023
Si, -0.0112, -0.0048, -0.0094
Si, -0.0025, 0.0005, -0.0049
Si, -0.0012, 0.0012, -0.0062
Si, -0.003, 0.0039, 0.0045
Si, 0.0088, 0.0004, 0.0071
Si, 0.0075, 0.0061, 0.0083
Si, 0.0023, 0.0025, 0.0071
Si, 0.0092, -0.008, 0.0083
Si, -0.0025, 0.0018, 0.0047
Si, -0.0011, -0.0022, 0.0047
Si, 0.0126, -0.0034, 0.0125
Si, 0.0043, -0.003, -0.0045
Si, -0.0096, 0.0016, -0.0037
Si, -0.0079, -0.0002, -0.0083
Si, 0.0011, -0.0045, 0.0126
Si, -0.0057, 0.0056, -0.0038
Si, 0.011, 0.0042, -0.0014
Si, 0.0073, -0.0065, -0.0105
Si, -0.012, -0.0129, -0.0188
O, -0.0009, -0.0004, 0.005
O, -0.0011, 0.0002, 0.0032
O, -0.0059, -0.0004, 0.0016
O, -0.0018, 0.0159, 0.0065
O, 0.0006, -0.0015, -0.0009
O, 0.0029, -0.0047, 0
O, 0.004, 0.0116, -0.0241
O, -0.0002, -0.0017, 0.0026
O, 0.0011, -0.0002, -0.0003
O, -0.0001, -0.0027, 0.0025
O, 0.0009, -0.0007, 0.0008
O, 0.0004, -0.0009, 0.002
O, 0.0008, -0.0003, -0.0003
O, -0.0005, 0.0005, 0.0043
O, 0.0023, -0.0025, -0.0046
O, 0.0013, -0.0006, -0.0023
Si, 0.0021, -0.0009, 0.0015
Si, 0.0013, 0.0017, 0.0025
Si, -0.0063, -0.0105, -0.0007
Si, -0.003, 0.0017, 0.0016
Si, -0.0018, 0.0001, 0.0021
Si, 0.0015, 0, -0.0019
Si, -0.0008, -0.0006, -0.001
Si, 0.0004, 0.0006, 0.0029
Si, -0.0014, -0.0017, 0.0021
Si, 0.0016, -0.0005, 0.0031
Si, 0.0012, 0.0002, 0.0017
Si, 0.0018, -0.0008, 0.0009
Si, 0.0011, 0.0017, 0.0005
Si, 0.0006, -0.0005, 0.0027
Si, 0.0027, 0.0008, 0.0019
Si, 0.0014, -0.0031, 0.0034
Si, -0.0005, 0, 0.0013
Si, 0.0028, -0.0001, 0.0005
Si, -0.0004, 0.0024, -0.0075
Si, -0.0023, 0.0011, -0.0011
Si, -0.0038, 0.0245, -0.0136
Si, 0.003, -0.002, 0.007
Si, -0.0029, 0.0006, -0.0007
Si, -0.002, 0.0003, -0.0002
Si, 0.0041, -0.006, 0.0052
Si, -0.0011, -0.0009, -0.0002
Si, 0.0014, 0.0013, 0.0018
Si, 0.0013, -0.0002, 0.0032
Si, 0.0007, 0.0017, -0.0012
Si, 0.0038, 0.0003, 0.011
Si, -0.0037, -0.0016, 0.0006
Si, -0.0009, -0.0014, 0.0028
Si, -0.0002, -0.0004, -0.0047
Si, -0.0008, -0.0003, 0.0027
Si, 0.001, 0.0007, 0.0024
Si, -0.0005, -0.0002, 0.0031
O, 0.0012, 0.0015, 0.0022
O, -0.0006, 0.0019, -0.0007
O, -0.0012, -0.0029, 0.0022
O, -0.0006, -0.0002, -0.0012
O, 0.0008, -0.001, -0.0012
O, -0.001, 0.0001, 0.001
O, 0, 0, -0.0027
O, 0.0006, -0.0006, 0.0003
O, 0.0004, 0.0004, -0.0008
O, -0.0012, 0.0013, 0.0007
O, -0.0027, -0.0013, -0.0008
O, -0.0007, 0.0025, 0.0008
O, -0.0007, -0.0002, 0
O, -0.0001, -0.0004, 0.0001
O, -0.0019, -0.0017, -0.0016
O, -0.0038, -0.017, 0.0031
O, 0.0013, 0.0006, 0.0011
O, -0.0026, 0.0021, 0.0029
O, 0.0022, -0.0026, 0.0025
O, -0.0048, -0.0034, -0.0024
O, -0.0006, 0, 0.0004
O, 0.0011, -0.001, 0.002
O, 0.0001, -0.0008, -0.0004
O, -0.0003, -0.0003, -0.0006
O, 0.0006, -0.007, 0.0096
O, -0.0013, 0.0013, 0.0002
O, -0.0006, -0.0007, 0.0004
O, -0.0019, -0.0006, -0.0005
O, -0.0003, -0.0003, -0.001
O, -0.0001, -0.0001, -0.0004
O, -0.0012, 0.0075, -0.0008
O, -0.0009, 0.0003, -0.0022
O, 0.0003, -0.0002, 0
O, 0.0022, 0.0021, 0.0008
O, 0, -0.0009, -0.0002
O, 0.0005, 0.0009, 0.0008
O, -0.0002, -0.0003, 0.0008
O, 0.0004, -0.0003, -0.0012
O, -0.0002, -0.0004, -0.0002
O, 0.0005, -0.0011, 0.0015
O, -0.0011, 0.0006, -0.0011
O, -0.0008, -0.0004, 0.0003
O, 0.0006, 0.0003, 0
O, 0.0003, 0.0003, -0.0003
O, 0.0105, -0.0007, -0.0026
O, -0.0011, 0.0004, 0.001
O, -0.0001, -0.0014, 0.0006
O, -0.0005, -0.0001, 0.0003
O, -0.0002, -0.0011, -0.0008
O, -0.0785, 0.0077, 0.0061
O, -0.0007, 0.0001, -0.001
O, -0.0001, 0.0007, -0.0007
O, 0.0013, -0.0005, -0.0012
O, -0.0001, -0.0009, 0.0009
O, -0.0028, 0.0017, -0.0004
O, -0.0006, 0.001, -0.0018
O, -0.002, -0.0014, -0.0007
O, -0.0007, -0.0008, -0.0005
O, 0.0001, 0.0007, 0.0019
O, 0.0013, 0.0003, -0.0012
O, 0.0078, 0.0099, 0.0009
O, 0.0049, 0.0004, 0.0042
O, 0.0009, 0.0011, -0.0026
O, -0.003, 0.0101, -0.0031
H, 0.0658, -0.0284, -0.0071

The program warned: the cutoff lies below the one the program advises for these potential files; the forces do not sum to zero within the program's tolerance; the exchange-correlation potential is rough where the density is thin.
